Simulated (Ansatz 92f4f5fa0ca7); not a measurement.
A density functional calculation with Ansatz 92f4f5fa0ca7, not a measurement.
Periodic cell of 223 atoms, Si131O90P2, from a study of silicon, its oxide and their interface. The atomic structure is a simulated model.
Doubt: the cutoff is far below the 930 eV that the study's wrapper takes by default for these files, so forces and energies are approximate.

Settings: functional PBE; potential files Ansatz PAW; basis plane waves; wave-function cutoff 580 eV; density cutoff ratio 5; exchange-correlation grid ratio 1; k mesh 1 x 1 x 1, Gamma-centred; self-consistency stop 5e-08 eV per atom in the density residual; occupations fixed; spin none; net charge 0.

Cell vectors (angstrom)
a  10.938  0  0
b  0  10.938  0
c  0  0  32.1988

Atoms and the computed forces on them: element, x, y, z (angstrom), force x, y, z (eV/angstrom)
Si  10.6021  0.2194  24.8661  0.0153  -0.02  0.0439
Si  5.7532  10.6729  24.7412  -0.0016  0.0154  -0.0071
Si  2.4924  2.9088  24.6366  0.0037  -0.0012  0.0138
Si  8.4437  2.4521  24.8228  -0.0118  0.0187  -0.0113
Si  0.2895  5.1623  24.7515  0.0076  0.0052  -0.0014
Si  5.1788  5.7407  24.6882  -0.0053  0.006  0.0091
Si  2.9549  7.9951  24.6  -0.0022  -0.0052  0.023
Si  7.955  8.4342  24.7306  0.0229  -0.0111  0.0118
Si  1.3423  1.3784  26.0371  -0.0001  0.0158  -0.0009
Si  6.8575  1.3062  26.1137  0.0135  -0.0109  0.0339
Si  4.0602  4.0984  25.9802  -0.0078  0.0123  0.0077
Si  9.6155  4.0582  26.0765  0.007  -0.0021  0.0135
Si  1.4088  6.8219  25.9958  0.0141  0.014  0.0239
Si  6.7851  6.8489  26.0256  -0.0064  0.0103  -0.0048
Si  4.1135  9.5332  25.9942  -0.0078  -0.0095  0.0054
Si  9.4779  9.5669  26.1463  -0.0179  0.013  0.0204
Si  2.7392  -0.0123  27.3496  -0.0097  -0.0001  -0.0694
Si  8.1693  -0.0207  27.5491  -0.0148  -0.0236  0.1184
Si  0.0198  2.7206  27.4795  0.0135  0.0036  0.0822
Si  5.4517  2.7408  27.3625  -0.0056  -0.0051  -0.0542
Si  2.7405  5.4634  27.4191  0.0115  0.0023  0.0324
Si  8.1969  5.4682  27.3585  -0.0007  -0.0109  -0.0614
Si  0.0058  8.1792  27.3737  -0.0072  -0.0088  -0.055
Si  5.4499  8.1989  27.4399  -0.0097  -0.0211  0.0436
Si  4.0873  1.3675  28.7369  0.0277  -0.0095  0.0836
Si  9.584  1.36  28.846  -0.0409  0  -0.1336
Si  1.3751  4.1183  28.8123  -0.0282  -0.0606  -0.0966
Si  6.8316  4.1024  28.7374  0.0232  -0.0252  0.0813
Si  4.1013  6.8199  28.7992  -0.0106  0.0161  -0.0628
Si  9.5652  6.8235  28.7468  0.0105  0.0187  0.0668
Si  1.3764  9.5607  28.7356  -0.0201  -0.0059  0.0826
Si  6.7844  9.5466  28.8582  0.0861  0.0276  -0.1678
Si  0.0191  -0.0212  30.153  0.0259  -0.0087  0.0085
Si  5.4423  0.0171  30.1574  -0.0076  0.0323  0.0414
Si  2.74  2.732  30.1442  -0.0174  0.0137  0.0067
Si  8.194  2.7445  30.1461  -0.0144  0.0094  0.029
Si  -0.0085  5.4748  30.1479  -0.0022  0.0204  0.0271
Si  5.4773  5.4597  30.145  -0.0024  0.0005  0.0025
Si  2.729  8.2016  30.1389  0.0072  0.0192  0.0182
Si  8.2089  8.1896  30.1503  0.0002  0.0152  0.0196
Si  1.3673  1.3673  31.515  0.1107  -0.0734  0.0017
Si  6.8362  1.3673  31.515  -0.0868  0.0862  -0.0602
Si  4.1018  4.1018  31.515  0.0899  -0.1124  -0.0032
Si  9.5708  4.1018  31.515  -0.0749  0.0637  -0.0241
Si  1.3673  6.8362  31.515  -0.0901  0.0645  -0.0663
Si  6.8362  6.8362  31.515  0.1078  -0.12  0.0371
Si  4.1018  9.5708  31.515  -0.1776  0.0271  -0.0116
Si  9.5708  9.5708  31.515  0.0481  -0.1494  -0.0014
Si  2.7345  0  0.6835  -0.0018  0.0035  0.0982
Si  8.2035  0  0.6835  -0.0655  0.109  -0.1168
Si  0  2.7345  0.6835  -0.1307  0.0074  0.0952
Si  5.469  2.7345  0.6835  0.1118  -0.0775  -0.0558
Si  2.7345  5.469  0.6835  -0.07  0.1452  -0.1996
Si  8.2035  5.469  0.6835  0.0397  -0.0521  0.0962
Si  0  8.2035  0.6835  -0.0133  -0.0729  -0.0978
Si  5.469  8.2035  0.6835  -0.0805  0.0925  0.0162
Si  4.1057  1.374  2.0524  0.0727  -0.0254  -0.0734
Si  9.5479  1.3687  2.0606  0.0168  0.015  0.0547
Si  1.3568  4.1335  2.0389  -0.0637  0.0152  -0.0249
Si  6.8423  4.09  2.0559  -0.0749  -0.0866  -0.0386
Si  4.089  6.8391  2.0446  0.0304  0.0062  0.0793
Si  9.5606  6.8503  2.0497  0.0008  0.038  -0.0561
Si  1.3527  9.5689  2.0454  0.0076  -0.0528  -0.0616
Si  6.804  9.6127  2.0439  -0.0003  0.0309  -0.0093
Si  -0.0395  -0.0345  3.3905  0.0613  -0.0905  0.1
Si  5.473  0.0364  3.4714  -0.1952  0.0593  -0.0541
Si  2.7603  2.7947  3.3544  -0.0547  -0.2077  0.1552
Si  8.1625  2.7011  3.466  -0.0778  0.0732  -0.0502
Si  -0.0049  5.4957  3.4261  -0.0943  -0.0082  -0.044
Si  5.4359  5.4426  3.3836  0.3649  0.0422  0.0774
Si  2.7141  8.1929  3.4214  -0.0433  0.238  -0.0377
Si  8.1751  8.2531  3.3607  0.0956  -0.2628  0.1364
Si  1.405  1.3661  4.6305  -0.0314  -0.0613  -0.0924
Si  6.7731  1.398  4.9223  0.2717  -0.1527  0.0869
Si  4.1134  4.0985  4.805  -0.001  0.0922  -0.0399
Si  9.5602  4.1043  4.7521  -0.062  -0.0155  0.0863
Si  1.3581  6.8515  4.815  -0.0492  0.0721  0.0474
Si  6.8325  6.83  4.6774  -0.5354  0.1934  0.0082
Si  4.0649  9.5828  4.7722  0.2415  -0.4082  0.1201
Si  9.5055  9.5605  4.7912  -0.1035  0.4561  -0.0684
Si  2.7375  0.1021  6.1286  0.0994  0.0384  -0.1893
Si  8.1316  -0.0407  6.2395  0.4113  0.0085  0.0952
Si  0.0348  2.6835  5.9796  -0.0157  -0.0616  0.1268
Si  5.422  2.7902  6.3276  -0.027  -0.026  -0.0265
Si  2.77  5.5122  6.1473  0.061  -0.0737  0.1986
Si  8.1894  5.4904  6.1175  0.1054  0.0366  -0.2695
Si  -0.0342  8.2347  6.1574  0.0725  -0.0843  -0.0567
P  5.4977  8.2186  6.0021  -0.2135  -0.5096  -0.3782
Si  3.7921  1.6256  7.6417  -0.0561  0.0042  0.1486
Si  9.7764  1.2054  7.3836  -0.3174  -0.0671  -0.3382
Si  1.5814  3.8219  7.3021  -0.1065  0.1605  -0.1864
Si  6.6014  4.4983  7.5062  -0.0819  0.0673  0.0615
Si  4.3649  6.7639  7.3993  0.4031  0.1381  -0.3133
Si  9.3391  7.0318  7.4557  -0.1738  0.201  -0.1387
Si  1.0659  9.9592  7.3177  -0.1925  0.1392  0.1144
P  7.0553  9.3244  7.8845  -0.6941  0.4712  -0.2083
O  8.131  8.14  7.6948  0.2818  -0.4089  0.1236
O  2.6455  2.7756  8.0234  0.1421  -0.1209  0.036
O  9.5389  1.3399  24.2555  -0.011  0.0169  0.0131
O  4.0726  6.8542  24.1274  -0.0056  0.009  -0.0061
O  -0.0576  0.09  7.9145  0.1534  -0.1095  0.0241
O  5.5281  5.7083  7.9353  0.0022  -0.1354  0.0335
O  6.8604  9.5612  24.1905  -0.0081  0.0128  0.0104
O  1.3804  4.0509  24.1639  -0.0082  0.0079  0.0024
O  3.8875  7.6721  8.7139  0.0433  -0.0062  -0.0078
O  0.5962  4.4586  8.451  -0.0055  -0.0038  0.0945
O  9.8387  6.4481  8.9314  -0.0438  0.0225  -0.0424
O  1.8551  9.4496  8.6562  0.0744  -0.0823  0.0171
O  7.3726  4.0174  8.8939  -0.0466  0.0454  -0.0423
O  4.2584  0.9387  9.0941  -0.0881  0.0959  -0.0747
O  7.2911  9.5661  9.4624  0.5059  0.0519  0.8582
O  9.1544  2.0106  8.6828  -0.0251  0.0891  0.1208
O  7.7242  3.1369  23.5184  -0.0121  0.0162  -0.0432
O  10.5277  5.8483  23.4389  -0.0048  0.0072  -0.0234
O  5.112  0.4412  23.4068  -0.0061  0.0033  -0.0342
O  5.8952  5.0952  23.3539  0.0021  -0.0088  -0.0106
O  3.117  2.2002  23.2702  0.0107  -0.0018  -0.0198
O  2.3245  8.6999  23.2269  -0.0224  0.0124  -0.0342
O  8.6495  7.757  23.3961  0.0071  -0.0114  -0.0379
O  0.2635  10.3135  23.6104  -0.0041  -0.0027  -0.0513
Si  4.411  1.5721  22.4716  -0.0001  -0.0057  0.0584
Si  3.5609  7.9387  14.062  0.023  0.002  -0.0142
Si  7.1909  0.9633  14.668  0.0171  -0.0204  -0.0075
Si  0.9769  9.3483  22.5318  0.0076  -0.0005  0.0584
Si  1.2399  4.3125  11.8815  -0.0013  -0.0187  -0.0544
Si  6.3403  8.9688  15.3405  0.0022  0.024  -0.0086
Si  0.741  1.3538  12.3096  -0.0332  0.0039  -0.0325
Si  8.6664  4.942  20.5198  0.0001  0.0083  0.0564
Si  0.3289  5.7716  9.3583  0.0098  -0.0285  -0.1138
Si  5.1589  3.1077  17.942  0.0027  -0.0047  0.0219
Si  0.947  3.7377  16.749  -0.0042  -0.0033  0.014
Si  10.4575  2.8466  19.2359  -0.0046  -0.006  0.0412
Si  5.3068  1.1912  10.3417  0.1693  -0.1397  0.0122
Si  0.9409  0.1763  19.8747  -0.0025  -0.0187  0.0266
Si  6.7811  9.4846  11.0214  0.0297  0.0517  -0.2971
Si  9.3939  9.6645  18.3811  0.0011  0.014  0.0224
Si  9.5055  9.2377  12.6896  -0.1103  0.1035  -0.0702
Si  6.5957  3.8415  22.5854  0.0045  -0.011  0.0575
Si  2.4506  8.1282  9.3636  -0.0793  0.0811  -0.0653
Si  10.6572  7.3555  17.1316  -0.0035  0.0077  0.0177
Si  2.5693  6.2978  16.6017  0.0049  0.0107  0.0089
Si  10.238  4.4762  14.1868  0.0078  -0.0248  -0.029
Si  6.1958  9.1749  18.5384  -0.006  0.0058  0.0171
Si  7.9317  2.6347  9.5587  0.1074  -0.1465  -0.1315
Si  8.9368  2.1393  12.4252  -0.0085  -0.028  -0.0587
Si  5.406  6.2319  18.0733  0.0074  0.0108  0.0239
Si  3.9696  0.5461  19.4724  0.0012  -0.0028  0.0486
Si  4.3351  3.8545  12.0554  -0.0151  -0.0119  -0.0081
Si  5.6157  6.6103  12.168  0.0256  0.1181  -0.0376
Si  8.0758  2.4938  17.2248  -0.0025  -0.0091  0.0057
Si  4.4259  2.4832  14.9635  0.0194  0.0008  -0.0066
Si  1.6193  1.1998  15.2793  -0.0115  -0.0138  -0.0029
Si  1.6614  9.4145  12.0534  -0.0313  0.0104  0.0309
Si  8.1352  6.8403  13.9006  -0.0112  0.0513  -0.0367
Si  10.4833  9.84  15.572  -0.0066  0.0173  -0.0183
Si  9.8361  7.0185  22.5506  -0.0196  0.0026  0.0649
Si  8.1723  5.4731  17.4181  0.0008  0.0014  0.0206
O  6.1076  7.9939  11.3379  -0.0314  -0.1825  0.0744
O  6.1008  9.2062  16.9192  0.0037  0.0005  0.0033
O  7.7487  1.3691  13.1975  0.0005  0.0226  0.0218
O  0.9289  1.694  13.8936  0.0072  -0.0026  0.0117
O  9.5079  6.2344  16.9107  0.0045  0.0055  -0.0035
O  6.8571  6.2123  13.1316  0.0281  -0.0217  0.0268
O  5.1978  4.6451  18.6098  0.0001  -0.0007  -0.0056
O  9.2854  2.149  18.2871  -0.0024  0.0053  -0.0119
O  2.4123  0.085  19.0891  0.0064  0.0035  -0.0118
O  9.4913  10.236  16.8295  0.0048  -0.0063  0.0015
O  2.8486  4.4559  11.7072  0.0236  -0.0051  0.008
O  5.1124  10.3072  19.1195  0.0072  -0.0035  -0.01
O  9.4996  3.2483  13.4445  0.0125  0.0276  0.0221
O  0.5159  1.7674  19.9635  0.0004  0.0086  -0.0055
O  3.2264  1.3576  15.042  -0.0021  0.0011  0.0096
O  8.2073  5.3621  19.0304  -0.0091  0.0061  -0.0332
O  3.9602  6.5883  17.4014  -0.0051  -0.0043  -0.0078
O  4.6268  3.2771  16.3889  -0.0051  0.0015  -0.008
O  9.1074  5.63  14.3577  0.001  -0.0016  0.0133
O  5.4646  2.7667  22.1361  0.0034  0.0025  -0.0134
O  10.7353  4.0977  15.6741  0.0028  0.002  -0.0004
O  0.3923  3.8641  18.2802  0.0122  0.008  -0.0199
O  10.471  10.5006  19.2825  -0.0004  -0.0019  -0.016
O  9.76  10.0468  14.1144  0.0322  -0.0065  0.0454
O  10.93  8.1291  22.079  0.0046  0.0034  -0.0101
O  1.2929  2.1622  16.5461  0.0041  -0.0012  0.0012
O  9.7853  3.7505  20.4229  0.0077  -0.0058  -0.0188
O  8.1948  4.0227  16.6898  0.0019  0.0114  -0.0052
O  0.0441  9.1104  11.9627  0.02  -0.0075  0.0017
O  6.6406  2.3972  17.9992  0.0024  0.0058  -0.0024
O  5.6474  10.7077  11.1597  -0.0897  0.147  0.069
O  7.802  9.5821  18.8857  0.0049  -0.0004  -0.0022
O  10.093  1.0243  12.0388  0.0356  0.0126  0.0196
O  1.4907  6.86  9.0722  -0.0049  -0.0161  0.0672
O  0.6794  4.7859  13.3454  -0.0073  0.0158  0.0171
O  5.7674  7.6089  18.9927  0.0013  -0.0068  -0.0063
O  5.2998  5.1031  11.5331  -0.0025  0.0012  0.0012
O  2.764  7.011  15.1471  -0.0061  -0.0031  0.0104
O  0.9979  2.7375  11.4983  0.0107  0.0029  0.0103
O  0.9701  10.6717  15.6299  0.0149  0.0172  0.0092
O  2.4896  8.5588  10.9309  0.0194  -0.0068  -0.0201
O  4.7603  2.4421  11.2811  -0.0463  0.0677  0.0414
O  4.3095  3.5212  13.6832  -0.0012  0.0019  0.0005
O  2.2485  4.6937  16.4839  0.0004  0.0023  0.0008
O  10.7814  8.2474  15.761  0.0073  -0.0201  0.0155
O  6.9952  10.2961  14.6856  -0.0084  -0.0023  0.0288
O  2.4359  8.9713  13.4379  0.0028  -0.0016  0.0078
O  8.1102  1.5175  15.9106  0.0022  0.0101  0.0088
O  4.2065  6.9902  12.9016  -0.0133  -0.0173  0.0276
O  4.2328  1.9947  18.7214  0.0108  0.014  -0.0177
O  7.3303  4.4008  21.261  0.0142  0.0042  -0.0289
O  8.4329  2.9073  11.0805  -0.0123  0.0174  0.0845
O  1.2506  6.8607  17.413  0.0012  -0.0013  -0.0054
O  5.7293  1.5913  14.7554  -0.0107  0.0151  0.0105
O  8.1759  9.7887  11.8567  0.1467  -0.031  0.1622
O  9.2306  6.285  21.2386  -0.0046  -0.0052  -0.0309
O  9.1093  7.6911  12.9371  -0.0009  -0.0649  0.0294
O  1.7305  0.1207  11.8768  0.0161  -0.0142  0.0074
O  6.7106  6.1438  17.0656  0.0057  -0.0052  -0.0041
O  7.4649  7.8025  15.0537  0.0094  -0.0166  0.0114
O  1.2762  10.3099  21.258  -0.002  0.019  -0.0426
O  10.0787  8.1812  18.4057  0.008  -0.0057  -0.0081
O  3.9868  0.8474  21.0823  -0.0035  -0.0089  -0.0416
O  0.3847  5.2937  10.8967  -0.007  0.0077  0.0753
O  6.7093  1.5681  9.5975  -0.0516  0.0814  0.0387
O  4.8489  8.7125  14.7132  -0.0021  -0.002  0.0028

Results
free energy: -135974.105 eV
free energy less fixed offsets of O -568.88, P -755.39, Si -635.61 eV per atom: 0.785 eV

The program warned: the cutoff lies below the one the program advises for these potential files; the exchange-correlation potential is rough where the density is thin.
